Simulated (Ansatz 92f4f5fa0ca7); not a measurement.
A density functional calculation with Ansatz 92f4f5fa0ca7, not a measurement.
Periodic cell of 272 atoms, Si165O105P2, from a study of silicon, its oxide and their interface. The atomic structure is a simulated model.
Doubt: the cutoff is far below the 930 eV that the study's wrapper takes by default for these files, so forces and energies are approximate.
This geometry differs little from another in the collection (a relaxation step or a small displacement).

Settings
functional: PBE
potential files: Ansatz PAW
basis: plane waves
wave-function cutoff: 580 eV
density cutoff ratio: 5
exchange-correlation grid ratio: 1
k mesh: 1 x 1 x 1, Gamma-centred
self-consistency stop: 5e-08 eV per atom in the density residual
occupations: fixed
spin: none
net charge: 0

Cell vectors (angstrom)
a	11.6015	0	0
b	0	13.3963	0
c	0	0	29.8085

Atoms and the computed forces on them: element, x, y, z (angstrom), force x, y, z (eV/angstrom)
Si	11.5341	0.1867	22.9372	-0.0002	-0.0006	-0.0029
Si	3.9026	0.1573	23.0479	0.0022	0.0012	-0.0013
Si	7.6515	0.1214	23.1548	0.0021	0.0028	-0.0032
Si	2.0654	3.4576	22.8944	0.0018	-0.0011	-0.0011
Si	5.8996	3.6813	23.0139	0.0004	0.0007	-0.0018
Si	9.7486	3.5354	23.0362	-0.0032	-0.0022	0.0002
Si	11.6538	6.8579	23.0826	0.0018	0	0
Si	3.9452	7.0356	23.1859	0.0008	-0.0018	-0.0005
Si	7.7697	6.8986	23.292	0.0071	-0.0018	0.0042
Si	2.0284	10.2412	23.2689	-0.0008	-0.0005	-0.0021
Si	5.8479	10.0969	23.2981	0.0067	0.0005	0.0003
Si	9.837	10.0877	23.2449	0	-0.0015	-0.0023
Si	11.6894	2.3939	23.7657	0.0009	0.0003	-0.0005
Si	3.9916	2.4061	23.7673	-0.0013	0.0019	-0.0006
Si	7.7827	2.4109	23.7871	0.0013	-0.0016	-0.0004
Si	2.023	5.7068	23.7086	-0.001	0.0025	0.0006
Si	5.8144	5.8014	24	-0.0004	0.0045	-0.0015
Si	9.7262	5.7282	23.9008	-0.0018	0.0033	-0.0008
Si	11.7468	9.0253	24.0348	0.0002	-0.0019	0.0006
Si	3.8997	9.1332	24.1839	-0.0025	-0.0005	-0.0029
Si	7.8401	9.0985	24.0449	-0.0041	0.0016	0.0063
Si	1.901	12.5107	23.8188	0.0015	0.0025	0.0005
Si	5.7633	12.3716	23.9345	-0.0018	-0.0021	-0.0007
Si	9.6661	12.3972	23.7988	-0.0017	-0.0013	-0.0005
Si	11.637	2.3001	26.1781	-0.0001	-0.0007	0.0018
Si	3.9087	2.3083	26.1783	0.0002	-0.0016	0.0003
Si	7.7532	2.3107	26.192	-0.0008	-0.0005	-0.0006
Si	1.9694	5.6205	26.1477	0.0012	0.0009	0.0002
Si	5.804	5.6546	26.3305	-0.0005	-0.0005	0.0013
Si	9.6992	5.6348	26.2646	0.0005	0.0013	-0.0007
Si	11.6608	8.9753	26.3573	0.0004	0	-0.0012
Si	3.8808	9.0095	26.4678	0.0005	0.0003	0.0017
Si	7.7853	9.0085	26.3654	0.0004	-0.0007	0.0024
Si	1.9168	12.3856	26.2149	-0.0008	0.0003	0.0017
Si	5.7906	12.3288	26.2904	-0.001	-0.0005	0.0009
Si	9.6763	12.3457	26.1986	0.0024	-0.0014	0.0005
Si	1.9623	1.1977	27.0211	0.0014	0.001	0.0002
Si	5.8215	1.1819	27.0236	0.0006	0.0015	0.0019
Si	9.6891	1.1801	27.0041	-0.0006	0.0019	0.0005
Si	11.6399	4.5134	27.0178	-0.0005	-0.0002	0.0005
Si	3.8701	4.5083	27.0411	-0.0008	0	0.0011
Si	7.7515	4.5177	27.0474	0.0013	-0.0022	0.0004
Si	1.9606	7.8103	27.0803	-0.0017	-0.0006	0.0012
Si	5.8408	7.8782	27.095	-0.0003	0.0009	0.0011
Si	9.7091	7.8522	27.0757	0.0009	-0.0017	0.0034
Si	11.6068	11.2372	27.0417	0.0005	-0.0003	0.0018
Si	3.8392	11.2643	27.0795	0.0011	0.0015	-0.0002
Si	7.7536	11.244	27.0644	-0.0012	0.0016	0.0003
Si	1.9336	1.1164	29.4135	0.0667	0.1877	-0.1502
Si	5.8008	1.1164	29.4135	0.0542	0.1318	-0.1216
Si	9.6679	1.1164	29.4135	0.0664	0.106	-0.2172
Si	0	4.4654	29.4135	0.135	0.0464	-0.1441
Si	3.8672	4.4654	29.4135	-0.0771	0.0331	-0.1033
Si	7.7343	4.4654	29.4135	0.0763	0.0205	0.0272
Si	1.9336	7.8145	29.4135	0.0042	-0.1851	0.3068
Si	5.8008	7.8145	29.4135	0.0923	0.0355	0.4489
Si	9.6679	7.8145	29.4135	0.0727	-0.0083	0.1938
Si	0	11.1635	29.4135	0.003	0.1681	-0.0418
Si	3.8672	11.1635	29.4135	-0.1009	0.2941	0.2924
Si	7.7343	11.1635	29.4135	0.04	0.2174	0.0551
Si	0	0	0.3944	-0.074	-0.1291	-0.1386
Si	3.8672	0	0.3944	-0.0306	-0.1947	0.1871
Si	7.7343	0	0.3944	-0.1602	-0.2507	-0.103
Si	1.9336	3.3491	0.3944	0.049	-0.1221	-0.1892
Si	5.8008	3.3491	0.3944	-0.1246	-0.0639	0.1011
Si	9.6679	3.3491	0.3944	-0.1293	-0.0078	-0.1856
Si	0	6.6981	0.3944	-0.0709	-0.0034	0.0109
Si	3.8672	6.6981	0.3944	-0.0006	-0.1427	-0.1328
Si	7.7343	6.6981	0.3944	0.0109	0.0063	0.156
Si	1.9336	10.0472	0.3944	-0.0695	-0.0054	-0.0685
Si	5.8008	10.0472	0.3944	0.1464	0.0035	-0.0754
Si	9.6679	10.0472	0.3944	-0.0058	-0.1423	-0.0636
Si	11.5496	-0.0503	2.7483	-0.0004	0.0011	0.0015
Si	3.8327	-0.0734	2.7848	-0.0069	-0.0003	0
Si	7.6689	-0.0932	2.7485	0.0033	0.0039	-0.0057
Si	1.9205	3.2784	2.7321	-0.0067	0.004	-0.0051
Si	5.7526	3.2866	2.7833	0.0031	0.003	-0.0028
Si	9.6132	3.3085	2.7438	0.0085	-0.0005	0.0039
Si	11.5855	6.6423	2.7553	0.0049	0.0021	0.002
Si	3.8675	6.6219	2.7408	0.0017	0.0009	-0.0007
Si	7.7362	6.6572	2.7802	0.0019	0.0009	-0.0021
Si	1.9155	9.996	2.7614	0.0003	0.0003	0.0005
Si	5.8223	10.0158	2.7585	0.0026	0.0005	-0.0069
Si	9.671	9.974	2.7577	-0.0019	0.0016	-0.0009
Si	11.5575	2.2038	3.4433	0.002	0.0035	-0.0031
Si	3.8105	2.1348	3.5954	-0.0014	-0.0035	-0.0004
Si	7.6898	2.1227	3.4983	-0.0022	-0.0013	-0.0021
Si	1.9139	5.4996	3.4876	-0.001	-0.0057	-0.0009
Si	5.8033	5.533	3.5702	0.0024	-0.0045	-0.0028
Si	9.6649	5.5208	3.5757	-0.0075	0.0014	-0.0138
Si	11.5989	8.8626	3.5826	0.0003	-0.001	-0.001
Si	3.8895	8.8674	3.434	0.0011	-0.0005	-0.0014
Si	7.7415	8.8866	3.5977	0.0027	0.001	-0.0035
Si	1.8611	12.226	3.5636	0.0041	0.0034	-0.0012
Si	5.7511	12.2	3.6585	-0.0012	-0.0065	0.0167
Si	9.6133	12.1993	3.5094	-0.0033	0.0021	0.0006
Si	11.4993	2.1814	5.7638	-0.0011	0.0041	-0.0015
Si	3.806	2.0073	5.9828	0.0173	-0.0039	-0.0074
Si	7.5795	1.9699	5.8379	-0.009	0.0031	0.0058
Si	1.9181	5.4016	5.8276	-0.0005	-0.0019	-0.0016
Si	5.7999	5.5021	5.9484	0.0036	0.0001	0.0012
Si	9.6421	5.4167	5.9535	0.0064	-0.0057	0.0082
Si	11.6089	8.7649	5.9714	-0.0032	-0.009	0.0051
Si	3.9195	8.8318	5.7527	-0.002	0.0072	0.0024
Si	7.7673	8.8766	5.9984	-0.0118	-0.004	0.0013
Si	1.7555	12.1509	5.947	0.0006	-0.0003	0.0052
Si	5.7045	12.2244	6.096	0.0008	0.035	-0.0136
Si	9.5749	12.126	5.8637	0.0006	0.0109	0.0004
Si	1.6718	0.981	6.7263	-0.0067	-0.0088	0.0102
P	5.7158	1.0079	6.855	-0.0019	-0.0106	-0.0064
Si	9.6298	0.9568	6.5828	0.0035	-0.0115	-0.0004
Si	11.609	4.3274	6.75	-0.0033	-0.0024	0.0096
Si	3.8671	4.2875	6.588	0.0055	-0.0014	0.0064
Si	7.6922	4.1956	6.5537	-0.0156	-0.0223	0.0634
Si	2.0411	7.6421	6.5205	0.0016	0.0057	0.0063
Si	5.8245	7.7731	6.7311	0.0031	0.0018	0.0022
Si	9.6768	7.6405	6.7615	0.0106	0.0128	0.0391
Si	11.4124	10.9752	6.7923	-0.0008	0.0021	-0.0042
Si	3.6804	11.0004	6.6396	-0.0038	-0.0153	-0.0113
Si	7.7007	11.1024	6.8878	0.0134	-0.005	0.017
O	9.835	7.5763	8.4282	-0.0382	-0.0248	0.0319
O	9.9291	0.8374	8.2262	-0.0042	-0.0025	-0.0067
O	1.0734	0.9645	8.3162	0.0046	-0.0007	-0.0085
O	3.2605	10.6063	8.1913	0.0008	-0.0033	-0.0021
O	5.8138	7.9187	8.3988	-0.0024	0.0013	-0.0004
O	3.8222	4.2197	8.2392	0.0036	0.0064	0.0037
O	7.7596	3.8115	8.1716	-0.029	0.0939	0.1013
O	0.1424	4.2736	8.4211	0.0036	-0.0012	-0.0127
O	11.0531	10.9344	8.4352	-0.0028	0.003	-0.0162
O	7.9707	11.0834	8.5521	0.0038	-0.0029	-0.0238
O	2.3681	7.523	8.1264	0.0013	0.0021	-0.0024
O	11.3963	0.2164	21.2623	0.0014	-0.0003	0.0007
O	9.7393	3.6353	21.3715	0.0008	0.0014	-0.0005
O	4.1253	7.5452	21.5988	0.0009	0.0002	0.0008
O	6.014	4.1576	21.3987	0.0002	0.0004	0.0049
O	5.7336	9.7544	21.6634	-0.001	0.0018	0.0016
O	2.1512	3.3866	21.2143	-0.0014	0.0011	0.0031
O	7.3267	13.4482	21.5175	-0.0014	0.0025	0.0048
O	4.0026	0.1589	21.3865	0.0018	0.0003	0.0037
O	7.6484	7.0169	21.6537	0.0017	0.0001	0.0024
O	2.1238	10.1806	21.6221	-0.001	-0.0006	0.0076
O	11.5385	6.9658	21.4221	-0.0004	0.0007	0.0007
O	10.1561	9.6506	21.6561	0.0016	0.0011	-0.0012
Si	11.6495	6.4601	11.3385	-0.005	-0.0028	-0.0073
Si	1.5523	10.3443	16.3334	0.0003	0.0007	0.0038
Si	0.2796	3.6783	9.9433	-0.0053	0.0141	-0.0045
Si	8.0627	12.8595	20.1978	0.0032	-0.003	0.0004
Si	2.894	10.455	9.7588	-0.0053	-0.008	-0.0062
Si	2.5545	10.3967	20.0772	-0.0008	-0.0001	-0.002
Si	10.341	3.6977	19.8558	0.0004	-0.001	0.0031
Si	0.2708	12.807	17.1695	-0.0005	-0.0004	0
Si	10.7899	0.6976	19.8139	0.0023	-0.0007	0.001
Si	3.1993	7.7668	16.2738	-0.0014	0.0008	0.0024
Si	0.322	6.477	19.9215	-0.0003	0.0019	0.0022
Si	9.4564	2.6161	14.4572	0.0019	0.0014	0.003
Si	2.9784	2.5172	11.1326	-0.0045	0.0087	-0.0005
Si	5.1327	12.0248	15.3538	0.0016	0.0022	0.0014
Si	4.9208	8.6793	20.7184	0.0017	-0.0014	-0.001
Si	3.5827	-0.5128	11.486	-0.0008	0.006	0.0004
Si	5.6116	8.9269	14.8238	-0.0034	0.001	0.0067
Si	-0.1563	11.319	9.9858	-0.0069	-0.0009	0.0076
Si	9.4298	10.024	20.2483	0.0051	0.0065	0.0059
Si	3.4487	0.0518	19.8558	-0.0022	0.0014	0.0018
Si	7.4689	4.4849	9.6142	0.0983	0.0423	-0.058
Si	2.2785	12.3298	14.2354	-0.0089	-0.0017	0.0147
P	6.063	0.5956	10.8289	-0.0213	0.0386	0.0054
Si	2.7981	2.9032	19.7748	-0.0012	-0.0006	0.0042
Si	5.7791	4.4793	13.7586	0.0009	0.0074	-0.0016
Si	7.4869	0.2705	15.6487	0.0023	-0.0002	0.0056
Si	9.6374	11.4093	15.2295	0.0027	-0.0033	0.0062
Si	2.0494	6.5511	13.5894	-0.0019	-0.0016	0
Si	2.9009	3.5285	14.1009	-0.004	0.004	0.0056
Si	11.6703	9.1585	18.4569	-0.0035	0.0004	0.0051
Si	11.2592	0.8953	9.1831	0.002	-0.0038	0.0025
Si	9.137	7.1815	9.8525	-0.0267	-0.0678	-0.0214
Si	8.7056	8.6256	14.606	0.0086	-0.0067	0.0019
Si	4.8348	7.1497	12.3908	-0.0012	-0.0078	-0.0103
Si	2.9784	5.63	18.7741	-0.0024	0.0035	0.0041
Si	2.5881	7.4047	9.7154	-0.0071	-0.0043	-0.0039
Si	6.3019	8.4198	9.8771	0.0043	-0.0067	-0.0016
Si	4.3675	4.7262	9.6736	-0.0069	-0.0041	-0.0058
Si	9.3904	10.5593	12.3037	0.0026	-0.0059	-0.0043
Si	5.9394	13.0387	17.9899	0.0013	0.0012	0.0062
Si	7.9853	4.9684	18.4223	0.002	-0.0014	0.0018
Si	8.3467	5.5015	15.2984	0.0067	0.0046	-0.0027
Si	7.2364	11.1959	10.0242	0.0098	-0.0288	0.0033
Si	5.3893	4.2021	19.8869	-0.0003	-0.0004	0.0027
Si	0.8379	1.5241	15.1888	0.0008	0	0.0016
Si	7.5231	7.547	20.1354	-0.0077	0.0002	0.0048
Si	7.6824	2.5504	12.1159	0.0077	0.0104	-0.0216
O	3.5121	6.0782	10.0441	0.0043	-0.0013	0.0021
O	2.0268	2.6615	15.1864	0.0013	0.0004	-0.0027
O	-0.3009	12.9562	10.1396	-0.0012	0.0038	0.0021
O	8.3213	8.9225	19.8711	-0.0001	0.0024	-0.008
O	2.4145	1.3154	19.5369	0.0004	0.0007	-0.0026
O	8.1516	5.4592	16.897	-0.0012	0.0002	0.0083
O	2.7277	11.986	19.7296	0.0015	0	-0.0036
O	7.1854	8.8161	15.1549	-0.0093	0.0005	0.0028
O	1.2523	0.2067	14.304	-0.0013	0.0009	-0.0023
O	4.4621	3.853	14.5367	0.0014	-0.0007	-0.0019
O	4.2603	3.4514	10.7071	0.0093	0.0053	0.0017
O	11.0069	2.1593	14.6993	-0.0031	0.0009	-0.0007
O	11.4484	4.8543	11.0036	-0.0004	0.0003	0.0025
O	10.8631	12.0784	16.0872	0.0006	-0.0009	-0.001
O	8.9818	6.9816	14.8184	0.0017	-0.0008	-0.0002
O	1.8035	3.2558	10.3002	0.006	0.0047	0.0028
O	8.5383	5.6788	9.8284	-0.0728	-0.0351	-0.0672
O	11.1305	2.2877	19.5471	0.0006	0.0008	-0.0024
O	5.4692	7.5754	10.9672	0.0005	0.0057	-0.0049
O	11.3879	7.5816	18.8209	0.0003	-0.0026	-0.0007
O	7.9107	8.2167	10.1199	0.0183	-0.0314	-0.007
O	10.2312	7.2258	11.0651	-0.0164	-0.011	-0.0236
O	9.2802	4.1934	14.9136	0.0017	-0.0017	-0.0024
O	8.8249	11.4849	20.5634	-0.0013	0.0015	-0.0004
O	10.6174	10.5689	11.1981	-0.0024	0.0018	0.008
O	8.3832	12.3006	15.7784	-0.0067	0.0044	-0.0022
O	4.4426	2.8769	19.8126	0.0006	0.0011	-0.0023
O	4.6535	0.23	18.7758	-0.0006	0.0004	-0.0026
O	10.4396	10.0838	18.9807	0.0035	0.0001	-0.0053
O	6.8094	0.716	17.089	-0.001	0.0006	-0.0024
O	0.5788	6.7365	12.875	-0.0015	-0.0018	-0.0024
O	1.1249	7.1353	10.341	0.0024	0.0011	0.0022
O	3.1984	7.129	12.5659	-0.0024	0.0015	-0.0013
O	3.9257	9.558	19.7775	0.0012	-0.0001	-0.0012
O	6.8378	5.2687	14.7092	-0.0073	-0.0015	0.0009
O	0.6599	0.9285	16.6966	-0.0004	0.0005	-0.0018
O	1.5479	11.7637	17.1883	0.0011	0	-0.0027
O	5.405	8.3115	13.3486	0.0029	0.0082	0.0033
O	2.6684	12.2459	12.6638	0.002	0.0018	-0.01
O	6.5262	3.2203	13.054	-0.0044	-0.0048	-0.0058
O	2.7909	9.3164	16.6594	0.0011	-0.0013	-0.0035
O	5.9754	7.8938	19.7542	-0.0017	0.0014	-0.0003
O	1.9424	6.397	19.7705	0.0012	0	-0.0025
O	1.4092	9.6876	19.1933	0.0055	0.0018	-0.0012
O	9.5038	9.7812	15.4982	0.0034	0.0035	0.0029
O	3.163	8.8845	10.1973	0.0065	-0.0008	0.0079
O	9.003	9.106	13.0369	0.0019	0.0044	-0.0112
O	2.2203	7.3266	15.0208	0.0016	0.0011	0.0004
O	9.1351	3.8746	18.7816	-0.0004	0.0018	-0.0034
O	4.7704	7.9607	15.8523	-0.0008	-0.0009	-0.0013
O	7.3241	0.9691	11.8165	0.0025	0.008	0.0143
O	8.1467	6.3494	19.255	0.0049	-0.008	-0.009
O	5.9567	5.0859	9.636	0.0441	-0.0057	-0.0076
O	6.9736	-0.9531	19.0828	0.002	0.0002	-0.0006
O	11.0588	2.2637	10.0781	-0.0052	-0.013	0.0077
O	9.1306	2.5692	12.8561	0.0029	-0.0019	0.0024
O	9.7498	11.5659	13.5759	0.0008	-0.0017	-0.0047
O	6.5672	4.2296	18.7641	-0.0013	-0.0008	-0.0035
O	6.0755	10.0342	10.0433	-0.0046	-0.0051	0.0029
O	1.3603	10.7901	10.1553	0.0037	-0.0004	0.0076
O	5.193	10.5062	14.7544	-0.0017	-0.0006	-0.0017
O	1.6288	10.8877	14.7619	0.0006	0.0003	-0.0022
O	11.3398	13.0493	18.6851	-0.0022	0.0025	0.0014
O	5.4078	11.8805	16.9659	-0.0004	-0.0011	-0.0019
O	8.1296	11.0543	11.3841	0.0013	0.0026	0.0068
O	11.3105	4.9933	19.6559	0.0007	-0.0001	-0.0034
O	8.3846	1.5546	15.1558	0.0004	-0.0007	-0.0002
O	2.4323	4.0515	18.62	0.0005	-0.0009	-0.0019
O	3.7566	11.655	10.4396	0.0088	-0.0051	-0.0014
O	9.1554	0.5834	19.7418	-0.001	-0.0005	-0.0026
O	2.8379	2.6295	12.7468	0.001	-0.0024	-0.0055
O	3.6379	12.6275	15.0921	0.0023	0.0018	-0.0012
O	7.7613	3.3574	10.7252	0.0032	0.0439	-0.0326
O	5.1178	-0.1547	11.9712	-0.0048	0.0111	0.0192
O	4.4212	5.4894	19.5383	0.0017	-0.0012	-0.0038
O	6.2079	13.1262	14.7425	-0.0004	0.001	0.0001
O	3.0941	6.5719	17.4153	0.0011	-0.0021	-0.0004
O	2.9954	0.8951	10.8322	-0.0027	-0.0128	-0.0007
O	0.2693	9.4313	16.8462	-0.0018	-0.001	0
O	5.3112	5.6135	12.6816	-0.002	-0.0015	0.0021
O	2.1768	4.9562	13.8585	0.0011	-0.0055	-0.0008
O	6.6272	12.711	10.0214	0.014	-0.0218	-0.0373

Results
free energy: -166114.781 eV
free energy less fixed offsets of O -568.88, P -755.39, Si -635.61 eV per atom: 4.049 eV

The program warned: the cutoff lies below the one the program advises for these potential files; the forces do not sum to zero within the program's tolerance; the exchange-correlation potential is rough where the density is thin.
